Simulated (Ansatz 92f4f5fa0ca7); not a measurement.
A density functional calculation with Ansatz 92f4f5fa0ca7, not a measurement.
Periodic cell of 186 atoms, Si104O82, from a study of silicon, its oxide and their interface. The atomic structure is a simulated model.

Settings: functional PBE; potential files Ansatz PAW; basis plane waves; wave-function cutoff 700 eV; density cutoff ratio 5; exchange-correlation grid ratio 2; k mesh 2 x 2 x 1, shifted by 0.5 0.5 0.5 of a step; self-consistency stop 5e-08 eV per atom in the density residual; occupations Fermi-Dirac, 0.05 eV; spin none; net charge 0.

Cell vectors (angstrom)
a 11.5983 0 0
b 0 11.5983 0
c 5.303 1.0845 24.34

Atoms: element, x, y, z (angstrom)
Si 6.1544 1.5707 -0.5651
Si 6.0931 6.979 -0.3639
Si 6.0914 10.0677 -0.1108
Si -1.4594 3.1803 -0.5224
Si -1.6169 6.2712 0.0672
Si -1.7267 9.3231 -0.4083
Si 2.2637 2.5407 -0.124
Si 2.186 5.6783 -0.5235
Si 2.1987 11.0335 -0.5961
Si 8.1146 2.3374 0.6901
Si 7.9195 6.3587 1.1043
Si 8.1055 10.0254 1.0457
Si 0.253 2.5123 1.0372
Si 0.4432 6.2802 1.0817
Si 0.2843 10.2021 0.6849
Si 4.3291 2.3672 0.9386
Si 4.1152 6.3633 0.8139
Si 4.0059 10.2369 0.9035
Si 7.946 4.2683 2.1956
Si 8.0204 8.2354 2.4816
Si 8.1697 12.0479 2.237
Si 0.3264 4.3836 2.4113
Si 0.4228 8.3581 2.2499
Si 0.2038 12.029 2.2322
Si 4.2784 4.4057 2.2114
Si 4.0068 8.2795 2.262
Si 4.1655 12.07 2.3348
Si 6.1177 4.3575 3.6578
Si 5.9999 8.297 3.6722
Si 6.1664 11.9948 3.6134
Si -1.6945 4.3326 3.6136
Si -1.5445 8.3104 3.674
Si -1.6096 12.0013 3.7298
Si 2.3184 4.396 3.6371
Si 2.2172 8.3203 3.7617
Si 2.1806 12.0737 3.6399
Si 6.1319 2.3577 4.8942
Si 6.1006 6.3383 4.9623
Si 6.0965 10.1525 5.1698
Si 9.9637 2.379 4.9782
Si 9.9998 6.3156 4.8842
Si 10.0061 10.1474 5.2399
Si 2.1818 2.441 4.9308
Si 2.2289 6.3392 5.0283
Si 2.2906 10.2177 5.1852
Si 8.0192 2.2585 6.3105
Si 8.0918 6.2705 6.23
Si 8.0068 10.0725 6.6288
Si 0.2759 2.4382 6.3676
Si 0.2492 6.361 6.3411
Si 0.4063 10.1808 6.6183
Si 4.1703 2.4351 6.1624
Si 4.188 6.4303 6.3562
Si 4.2022 10.1946 6.6452
Si 8.0102 4.2796 7.4053
Si 8.073 7.9517 7.8417
Si 8.0057 12.0996 7.9903
Si 0.1615 4.4407 7.626
Si 0.3679 8.159 7.9089
Si 0.3771 12.1892 7.9203
Si 4.1187 4.3887 7.4088
Si 4.2228 8.131 8.0688
Si 4.1997 12.3455 7.7333
Si 6.0737 4.3796 8.6481
Si 6.2364 7.4192 9.2526
Si 6.0228 12.9141 9.147
Si 9.7667 4.0486 8.9303
Si 10.0006 8.1231 9.2546
Si 10.0258 12.5209 9.2448
Si 2.196 4.4044 8.6906
Si 2.2432 7.4717 9.3079
Si 2.3706 12.8947 9.1108
Si 2.5231 13.4522 15.2378
Si 5.5683 6.2484 19.141
Si 11.805 6.8489 21.1157
Si 4.572 6.1497 13.6661
Si 7.4037 11.1136 16.1417
Si 9.6949 5.9217 11.3885
Si 1.4284 9.0415 11.9612
Si 11.7063 3.6123 16.0915
Si 7.7255 1.2383 18.5618
Si 15.18 11.8483 21.1526
Si 4.1612 1.0647 11.4367
Si 1.7005 6.1572 16.889
Si 0.3437 4.571 13.3016
Si 10.2603 10.3473 11.239
Si 3.0376 11.1513 13.6213
Si 11.8979 3.8964 20.8554
Si 9.4165 9.1889 16.6158
Si 6.63 -0.4259 20.9181
Si 7.2334 8.2432 20.9009
Si 11.3509 -0.758 18.0213
Si 1.8008 7.206 14.2858
Si 10.5949 13.8234 18.4589
Si 8.6312 9.633 13.8846
Si 7.0937 7.5009 12.2141
Si 3.0995 3.5729 12.8357
Si 5.4417 3.4549 18.701
Si 9.9769 8.6965 19.3841
Si 2.7338 10.163 18.6935
Si 3.3144 3.2078 21.0053
Si 4.7066 5.3127 16.5341
Si 4.2123 -0.4174 16.2131
Si 2.6988 7.1891 19.6651
O 6.0602 2.2791 -2.05
O 1.9273 4.0304 20.8223
O 8.7168 8.6347 20.3834
O 2.9161 1.6972 21.4201
O 3.046 8.7446 19.3951
O 7.9457 0.7921 17.0012
O 14.8046 10.9497 22.4286
O 7.4456 8.7589 13.1965
O 2.8541 11.3144 19.8102
O 1.477 7.4466 15.8828
O 1.2632 5.7137 13.9881
O 9.6365 10.1348 12.7211
O 9.7101 8.1295 17.8416
O 5.061 3.8391 17.1517
O 2.0138 6.5002 -1.9583
O 6.3006 9.5777 20.9095
O 2.1826 12.6837 -0.9981
O 0.9822 8.1988 13.298
O 3.8419 5.0138 12.7672
O 6.1494 2.9555 9.5256
O 8.0303 10.9774 14.6304
O 5.5558 0.7375 10.6484
O 9.0845 13.5975 19.0205
O 10.1507 11.9099 10.789
O 3.8847 -1.2183 17.5717
O 6.686 8.0586 10.7312
O 10.3982 7.1363 10.5501
O 9.2322 4.8488 10.2714
O 9.5248 9.5379 10.0147
O 0.1872 9.8037 11.2688
O 2.29 5.8095 9.6438
O 10.4696 10.2551 19.2703
O 10.0187 14.141 9.5429
O 2.8433 12.1838 10.5588
O 1.9782 12.3024 14.175
O 2.1902 14.5275 9.4991
O 11.3948 12.4411 18.1499
O 11.2123 3.7679 14.5337
O 3.5786 1.098 16.2423
O 3.4224 7.273 14.0248
O 6.1476 -0.0753 -0.9855
O 6.4398 2.2058 18.6746
O 3.9037 2.6363 11.7918
O 3.274 3.0168 14.3767
O 6.6216 7.2698 19.7646
O 3.5887 -1.2385 14.9413
O 4.0945 6.3704 19.8373
O 7.9088 9.7728 16.9402
O 1.263 10.2401 18.0021
O 4.2843 11.8771 12.8657
O -1.5972 4.8321 -0.7996
O 6.0626 5.7676 9.5976
O 5.7856 6.7789 12.825
O 9.3743 8.6971 15.0453
O 1.3421 2.5298 16.1222
O 5.3646 6.4579 17.5198
O 3.093 5.4327 16.4778
O 6.124 8.5808 -0.9539
O 10.7887 5.2054 12.3626
O 5.8088 11.2407 16.0501
O -1.577 7.6921 -0.8261
O 1.7887 6.6482 18.4213
O 11.2973 5.3856 20.6427
O 2.1787 8.1384 10.8357
O 4.1104 3.1453 19.581
O 7.5572 -0.1473 22.2286
O 11.1898 7.8892 20.049
O 5.2058 0.3699 20.9858
O 5.2481 5.516 15.0214
O 8.3848 6.4781 12.1973
O 11.427 14.5889 19.6064
O 0.522 5.0539 16.7337
O 1.4692 3.6561 12.5158
O 10.5845 -1.2441 16.6542
O 11.353 7.093 22.6459
O 2.4405 10.1495 12.5359
O 6.1746 4.7492 19.3877
O 1.8315 7.0124 21.023
O 7.4257 -0.0223 19.5485
O 2.2334 4.0356 -0.9582
O -1.1164 2.6984 -2.0861
O 10.5193 3.0484 17.0481

Results
free energy: -112763.050 eV
free energy less fixed offsets of O -569.03, Si -635.61 eV per atom: 0.850 eV
pressure: -0.10 GPa
stress xx, yy, zz, yz, xz, xy (GPa, positive in tension): -0.34, 0.24, 0.41, 0.04, 0.1, -0.65

Forces (eV/angstrom), in the order of the atoms: element, x, y, z
Si -0.0397 0.0103 -0.4346
Si 0.0419 0.2075 -0.435
Si 0.0805 -0.0049 -0.5616
Si -0.0691 0.1339 -0.5057
Si -0.002 0.0971 -0.585
Si 0.036 -0.1932 -0.6546
Si -0.0252 -0.011 -0.4081
Si -0.0842 0.0113 -0.4434
Si 0.0419 -0.0558 -0.4538
Si 0.0519 0.0345 -0.1195
Si -0.1361 0.0702 -0.196
Si 0.0846 -0.1241 -0.2477
Si 0.0011 0.1032 -0.1248
Si 0.1657 -0.1377 -0.1639
Si -0.0542 0.0102 -0.1173
Si 0.153 -0.1563 -0.173
Si -0.0323 -0.0689 -0.0266
Si -0.1841 0.1716 -0.2578
Si -0.0448 -0.0319 -0.0012
Si -0.0302 0.0543 0.401
Si 0.0025 0.053 0.0815
Si 0.0075 -0.005 0.3014
Si 0.0217 0.0563 0.0043
Si -0.0043 -0.013 0.0392
Si 0.0154 -0.0736 -0.0374
Si 0.0197 -0.0295 0.0087
Si 0.0265 0.0519 0.3138
Si 0.0597 -0.0345 -0.0399
Si 0.0581 -0.0232 -0.0003
Si -0.0976 0.0821 -0.0775
Si 0.0962 -0.0678 -0.0728
Si -0.0793 0.0664 -0.0075
Si 0.0064 0.0851 -0.0007
Si -0.069 -0.0199 -0.0014
Si -0.0355 -0.0036 0.0444
Si 0.0609 -0.0653 -0.0242
Si -0.0226 -0.0373 0.0398
Si -0.1235 0.0297 0.0574
Si 0.056 -0.0441 0.0153
Si -0.0198 -0.013 0.081
Si 0.0139 0.0668 0.1283
Si 0.0362 -0.1198 0.0378
Si 0.049 -0.0341 0.0942
Si 0.1133 0.0754 -0.0314
Si -0.0884 0.003 -0.0808
Si -0.0291 -0.2693 -0.1538
Si 0.061 0.2454 -0.2743
Si 0.065 -0.0333 0.071
Si 0.0017 -0.0339 -0.0477
Si -0.0572 0.0201 -0.155
Si -0.1079 0.0544 -0.0138
Si -0.0388 -0.1477 -0.3629
Si 0.021 0.1555 -0.2152
Si 0.0046 -0.0216 0.1817
Si 0.1661 0.0836 0.1687
Si 0.0525 0.0958 0.128
Si 0.0451 0.137 0.1122
Si -0.316 -0.1549 0.2471
Si 0.0135 -0.0879 0.1649
Si 0.0802 0.1269 0.1763
Si 0.0837 -0.0825 0.0747
Si 0.0043 -0.0907 -0.0031
Si 0.0822 0.0382 0.0509
Si -0.113 -0.0547 0.6181
Si 0.1353 -0.2595 0.4527
Si -0.1291 0.1831 0.4284
Si 0.0466 -0.0335 0.1925
Si -0.0862 0.172 0.2031
Si 0.0147 0.2235 -0.0431
Si 0.0251 -0.0081 0.7571
Si 0.0142 -0.2139 0.4641
Si -0.1051 0.1219 0.4434
Si -0.0073 -0.0478 0.0594
Si -0.0478 -0.1368 -0.201
Si 0.2427 0.0721 -0.4671
Si -0.0996 -0.0585 0.1835
Si -0.0483 -0.0206 -0.0067
Si -0.0125 -0.1319 0.2938
Si 0.0831 0.0122 0.3943
Si 0.1264 -0.032 -0.0487
Si 0.0343 0.1343 -0.1702
Si 0.0107 0.0838 -0.2911
Si -0.0391 -0.052 0.4691
Si 0.1068 -0.0568 -0.0529
Si 0.2372 0.0081 0.2144
Si -0.108 -0.0254 0.2797
Si -0.0785 0.0403 0.4076
Si 0.1675 -0.0162 -0.3389
Si -0.0361 -0.0043 -0.1028
Si -0.1395 -0.042 -0.3212
Si 0.0044 0.0635 -0.4088
Si 0.0579 0.0556 -0.0473
Si 0.1993 -0.0995 0.2178
Si -0.1019 -0.1513 -0.1328
Si -0.1719 -0.0514 0.3227
Si -0.1085 0.0178 0.4843
Si -0.1127 0.1366 0.4567
Si 0.1414 0.1303 -0.0983
Si -0.0127 0.0987 -0.1338
Si -0.0307 -0.083 -0.2244
Si -0.0858 -0.1208 -0.4135
Si -0.0056 0.0179 -0.0269
Si -0.0369 -0.0531 0.0065
Si 0.0281 0.0466 -0.3129
O -0.0404 -0.1412 0.3916
O -0.0301 -0.0098 0.1118
O -0.0098 -0.0243 0.1291
O -0.0563 -0.073 0.1626
O -0.0156 -0.0475 0.0885
O 0.007 -0.0055 0.0523
O 0.0404 0.0345 0.2971
O 0.0168 -0.052 -0.2063
O 0.1022 0.1152 0.269
O 0.0113 -0.0441 -0.1153
O -0.1256 -0.0314 -0.1292
O 0.1745 0.0351 -0.294
O 0.0034 0.0965 0.0559
O 0.016 0.0281 0.091
O 0.0319 -0.2645 0.4531
O 0.0268 -0.0464 0.1338
O 0.0326 -0.3108 0.4847
O -0.0706 0.1376 -0.3567
O -0.0163 -0.0973 -0.1635
O 0.0229 -0.2065 -0.4164
O 0.036 -0.0705 -0.0927
O 0.1695 0.0595 -0.3593
O -0.0003 -0.0132 0.018
O 0.0074 -0.0803 -0.1876
O -0.0298 -0.0267 0.096
O -0.181 -0.0399 -0.4627
O -0.0183 0.2077 -0.3646
O 0.0138 -0.0497 -0.2822
O 0.0743 -0.2145 -0.1353
O 0.0383 0.1075 -0.0902
O -0.0884 0.2219 -0.5173
O -0.0417 -0.1234 0.0525
O -0.1219 -0.1039 -0.2174
O -0.1255 0.1104 -0.3782
O 0.089 -0.1155 -0.1021
O 0.0848 -0.1721 -0.3498
O -0.0522 0.0658 0.0491
O 0.0334 0.0262 -0.0244
O -0.0266 -0.0081 -0.0311
O -0.0138 -0.0007 -0.0763
O 0.0238 0.3393 0.5386
O -0.0034 -0.0546 0.0676
O 0.1375 -0.0858 -0.2048
O 0.0035 -0.0032 -0.1793
O 0.0962 0.1363 0.2244
O -0.0233 0.0772 -0.1766
O -0.0634 -0.0038 0.1323
O 0.0525 0.0207 0.0232
O 0.0469 -0.0156 0.0454
O 0.0115 0.0839 -0.3229
O -0.0752 -0.2393 0.4514
O 0.1294 0.294 -0.4735
O 0.0866 0.0461 -0.1446
O -0.0161 0.0745 -0.1194
O 0.0075 0.0127 -0.041
O 0.0287 -0.029 0.0797
O -0.0318 -0.0092 0.0647
O -0.1148 -0.198 0.6314
O -0.1963 0.176 -0.214
O 0.0053 0.0113 0.0022
O -0.0077 0.3639 0.5458
O 0.0116 0.0078 0.1893
O -0.0766 -0.0156 0.1387
O 0.0043 -0.1156 -0.4321
O -0.126 -0.003 0.2631
O 0.1036 0.087 0.379
O 0.0611 -0.0945 0.1793
O 0.0197 0.0096 0.0775
O -0.0042 0.0564 -0.0849
O 0.1185 -0.0186 -0.1885
O 0.0639 0.063 0.22
O -0.0391 -0.0169 0.017
O 0.04 -0.0056 -0.1493
O -0.0437 -0.0454 0.0817
O -0.0423 0.1364 0.2584
O -0.0611 -0.045 -0.156
O -0.1143 0.0245 0.0161
O -0.0961 -0.0235 0.2082
O -0.0571 -0.0884 0.2789
O 0.0441 0.1342 0.5387
O -0.005 0.0706 0.5711
O -0.0154 0.0059 0.0576

The program warned: the cutoff lies below the one the program advises for these potential files.
